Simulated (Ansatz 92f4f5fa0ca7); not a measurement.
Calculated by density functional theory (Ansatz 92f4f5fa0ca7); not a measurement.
Periodic cell of 252 atoms, Si132O88H32, with a vacuum gap, from a study of silicon, its oxide and their interface. The atomic structure is a simulated model.

Settings: functional r2SCAN; potential files Ansatz PAW; basis plane waves; wave-function cutoff 800 eV; density cutoff ratio 5; exchange-correlation grid ratio 1; k mesh 1 x 1 x 1, shifted by 0.5 0.5 0 of a step; self-consistency stop 1e-11 eV per atom in the density residual; occupations fixed; spin none; net charge 0; applied field sawtooth along c, amplitude -0.015 V/angstrom in the program's sign convention, ramp centred at 0.9886 of c and 0.0228 of c wide, no dipole correction.

Cell vectors (angstrom)
a 10.887 0 0
b 0 10.887 0
c 0 0 43.8635

Atoms and the computed forces on them: element, x, y, z (angstrom), force x, y, z (eV/angstrom)
Si 0.2004 -0.2682 30.2717 -0.0004 0.0071 -0.0129
Si 2.657 2.6129 30.5446 0.0039 0.0019 -0.0044
Si 0.4864 4.8507 30.0958 0.0015 0.0089 -0.0067
Si 2.2889 8.2985 30.2456 0.0046 -0.0044 -0.0106
Si 4.7614 0.3462 30.168 0.0028 -0.0059 -0.0087
Si 7.6664 2.9132 30.0532 0.0009 -0.0036 -0.0175
Si 5.4329 5.1276 30.3494 -0.0073 0.0022 -0.0098
Si 8.0368 8.0199 30.0231 0.0014 -0.0028 -0.0163
Si 1.2548 1.2235 31.734 0.0029 -0.0049 -0.0067
Si 4.0281 3.9961 31.7921 0.0015 -0.0062 -0.0149
Si 1.286 6.6195 31.515 -0.0014 0.0011 -0.0178
Si 3.8619 9.5278 31.5231 -0.0057 0.0033 -0.0171
Si 6.5885 1.3096 31.3891 -0.008 0.0031 -0.0128
Si 9.4748 3.952 31.2818 -0.0029 0.0008 -0.0061
Si 6.6459 6.802 31.472 0.0016 -0.0046 -0.008
Si 9.4106 9.413 31.389 -0.0003 -0.0052 -0.0105
Si -0.1631 2.6796 32.8606 0.0024 0.0034 0.0109
Si 2.6373 -0.0869 33.0468 0.0093 0.0026 0.0034
Si -0.1131 8.0487 32.8153 0.0077 -0.0043 0.0063
Si 2.6711 5.4467 32.989 -0.0025 0.0063 0.0095
Si 5.4323 2.6132 32.9914 -0.0086 -0.0027 0.008
Si 8.043 -0.0482 32.721 -0.0008 0.0062 0.0092
Si 5.3238 8.1878 32.8275 -0.0101 0.0027 0.0109
Si 8.1505 5.4043 32.7207 0.0016 -0.0036 0.0046
Si 1.2524 4.0423 34.221 0.0081 -0.006 0.017
Si 4.0436 1.291 34.3252 -0.0119 -0.0049 0.005
Si 1.2483 9.4055 34.2553 -0.0058 -0.013 0.0134
Si 4.0428 6.8297 34.2671 -0.0067 -0.0025 0.0129
Si 6.8291 4.0609 34.1881 -0.0131 -0.0047 0.0209
Si 9.3942 1.303 34.1761 -0.0116 -0.0137 0.0223
Si 6.7304 9.5181 34.1689 -0.0181 -0.0129 0.0257
Si 9.4402 6.733 34.1945 0.0028 -0.0049 0.0187
Si -0.0779 -0.0229 35.5349 0.0267 0.0086 0.1731
Si 2.6622 2.7121 35.5761 0.0068 0.003 0.165
Si -0.0556 5.425 35.5899 -0.0216 0.0198 0.1952
Si 2.6754 8.1465 35.6382 0.004 0.0024 0.1973
Si 5.432 -0.0408 35.6324 0.007 0.003 0.199
Si 8.1392 2.7042 35.5895 0.0006 0.0149 0.1993
Si 5.4542 5.4416 35.5413 -0.0099 -0.0049 0.1618
Si 8.1111 8.1515 35.5218 0.0089 0.0079 0.1662
Si 1.3166 1.3377 36.9122 -0.0578 0.0152 0.1963
Si 4.064 4.089 36.8864 -0.0202 0.0056 0.2403
Si 1.3263 6.7735 36.9592 0.0038 0.0139 0.3695
Si 4.0611 9.5098 36.985 -0.0459 -0.0126 0.3432
Si 6.7855 1.3602 36.9554 -0.0474 -0.0201 0.3604
Si 9.5074 4.0617 36.959 -0.0075 -0.0287 0.278
Si 6.7901 6.8064 36.9201 -0.0347 -0.0152 0.2474
Si 9.4822 9.5149 36.8907 -0.0883 -0.0107 0.2974
Si 0.0178 2.7237 6.9439 0.0149 0.0073 -0.2847
Si 2.7112 0.0329 6.9422 0.0467 -0.0314 -0.2755
Si -0.0064 8.2097 6.9055 0.0271 0.0072 -0.3447
Si 2.7465 5.4445 6.9259 0.0108 0.0057 -0.3331
Si 5.4257 2.7576 6.9118 0.0682 0.0233 -0.3401
Si 8.1775 -0.0019 6.9203 0.0414 -0.0319 -0.3686
Si 5.4623 8.1603 6.9571 0.0696 0.0444 -0.2789
Si 8.17 5.4776 6.9333 -0.0049 0.0333 -0.2719
Si 1.4017 4.1002 8.2894 -0.0517 0.044 -0.1825
Si 4.0924 1.4059 8.2859 0.0388 -0.0575 -0.1912
Si 1.3744 9.5421 8.2916 0.0195 -0.0182 -0.1886
Si 4.108 6.7999 8.3004 -0.0249 0.0152 -0.1876
Si 6.7879 4.1272 8.2685 0.0233 -0.0376 -0.1838
Si 9.5522 1.3457 8.2756 -0.0214 0.0235 -0.1759
Si 6.8456 9.5385 8.2987 -0.0126 -0.0076 -0.1834
Si 9.535 6.8813 8.2716 -0.0007 -0.0123 -0.1915
Si 0.0312 0.012 9.6675 -0.0033 0.0016 -0.0267
Si 2.7784 2.7774 9.6772 0.0051 0.0096 -0.0283
Si 0.079 5.5715 9.569 -0.0001 -0.0112 -0.0076
Si 2.7862 8.2048 9.6327 -0.0004 0.0069 -0.0121
Si 5.4965 0.0478 9.6059 0.0079 0.0178 -0.0069
Si 8.1828 2.7532 9.5528 0.0082 0.0102 -0.0048
Si 5.4829 5.49 9.6942 0.0166 0.0128 -0.0252
Si 8.217 8.221 9.7086 0.0139 0.0149 -0.0236
Si 1.4164 1.3854 10.9778 -0.0068 0.0023 -0.0142
Si 4.137 4.145 11.0718 0.0012 -0.0024 -0.0132
Si 1.4428 6.8849 11.018 -0.008 -0.0009 -0.0062
Si 4.1894 9.5562 10.965 0.0002 0.0001 -0.0047
Si 6.8565 1.4152 10.9536 0.0038 -0.0022 -0.0068
Si 9.5529 4.199 10.775 -0.0009 -0.0011 -0.0047
Si 6.8461 6.8704 11.0649 0.0038 -0.0066 -0.0098
Si 9.5992 9.5681 11.1029 -0.0013 -0.0009 -0.0098
Si 0.0541 2.9152 12.0946 -0.0058 0.012 0.0182
Si 2.8417 0.0415 12.2964 0.0083 -0.0049 0.0125
Si 0.1459 8.2504 12.4731 0.0071 -0.0036 0.0147
Si 2.8269 5.5648 12.432 -0.0089 0.0072 0.0112
Si 5.5393 2.774 12.3697 0.0086 -0.0057 0.0152
Si 8.2351 0.1234 12.3803 -0.0025 0.0116 0.0159
Si 5.5466 8.2731 12.4598 -0.0058 0.0088 0.0177
Si 8.2708 5.4662 12.2783 0.0079 -0.007 0.0216
Si 1.2099 4.3228 13.5732 -0.0062 -0.0036 -0.0195
Si 4.3842 1.1811 13.6417 -0.0012 -0.0018 -0.013
Si 1.8095 9.4267 13.7499 -0.0062 -0.0008 -0.0171
Si 3.9731 7.1513 13.8067 0.0008 0.0028 -0.0173
Si 7.1384 3.9304 13.6522 0.0037 0.0042 -0.0158
Si 9.412 1.8591 13.4421 -0.0006 -0.0062 -0.0107
Si 6.6721 9.9235 13.7603 -0.0005 0.0003 -0.0232
Si 9.9016 6.5257 13.5795 -0.0044 -0.0018 -0.0231
Si 3.0097 2.9639 15.7771 0.0019 0.0001 -0.0295
Si 13.2922 0.6936 25.6903 0.0056 0.0019 -0.0323
Si -6.9381 6.7595 28.1637 -0.0022 -0.0027 -0.0344
Si 9.2541 -3.9704 16.5263 -0.0006 0.0064 -0.0337
Si 8.6956 3.0906 27.2802 -0.0007 -0.0004 -0.0464
Si 21.8778 11.1775 15.5736 -0.0002 -0.0002 -0.0258
Si 13.7872 -7.0704 21.8939 0.0023 -0.0016 -0.0288
Si 7.1004 16.7003 18.2144 -0.0056 -0.0012 -0.0288
Si 5.2629 -5.6934 15.8837 -0.001 -0.0011 -0.0321
Si 5.8674 4.1413 22.3185 -0.0028 -0.0023 -0.0234
Si 1.9949 -4.5693 20.2114 -0.0018 -0.0023 -0.0269
Si -8.6417 -1.8706 21.2666 -0.0102 0 -0.0302
Si 3.564 11.8644 21.2139 0.0009 -0.0022 -0.0215
Si -14.061 -2.6315 19.8858 0.002 -0.0007 -0.0349
Si 11.8155 13.2545 17.7346 0.0038 -0.0064 -0.0272
Si 14.5254 7.7723 23.7601 0.0028 0.0041 -0.0388
Si -11.3236 -3.758 25.457 0.0016 -0.0023 -0.0424
Si 10.3024 1.8188 20.2848 0.0008 -0.0001 -0.0347
Si 12.4373 3.224 24.4407 -0.0008 0.0005 -0.0344
Si 0.0245 -9.8491 27.4378 0.0043 -0.0029 -0.0426
Si -2.4195 -1.1763 16.2895 -0.0009 -0.004 -0.0299
Si -1.3473 5.983 28.082 -0.0075 0.0068 -0.0343
Si -11.6764 1.6285 23.3307 0.0046 0.0039 -0.0297
Si 19.0208 11.1167 18.9111 0.0017 -0.0029 -0.0593
Si -4.9431 -1.6681 28.0848 -0.0029 -0.0005 -0.0376
Si -3.4618 13.626 24.3482 -0.0088 -0.0003 -0.0396
Si 6.2536 1.5632 20.6145 0.0037 -0.0003 -0.0263
Si 19.9187 6.3991 22.993 -0.0054 0.0007 -0.0397
Si -5.1447 0.5453 23.1932 -0.0005 0.0051 -0.0356
Si -0.151 -0.6902 25.0641 -0.0024 -0.0007 -0.0316
Si 4.9132 -11.949 25.4253 -0.0028 -0.0011 -0.0374
Si 13.2346 -4.9869 25.6112 -0.0041 -0.0025 -0.0393
Si -1.9341 4.6305 20.2427 0.0014 -0.0008 -0.0318
Si -4.5223 -3.8737 22.3578 0.0092 0.001 -0.0273
Si 11.1397 16.1994 18.0802 0.0014 -0.0004 -0.0356
Si 10.496 7.9026 21.0706 -0.0009 -0.0047 -0.0277
O -3.9076 8.048 21.3014 -0.0052 -0.007 0.0165
O -11.7 -5.6184 19.2839 -0.0032 -0.0031 0.0141
O -0.5528 -2.2342 24.9615 0.0013 -0.0018 0.0013
O -10.598 -7.0521 17.4047 -0.0009 0.0042 0.0066
O -4.3042 4.1134 29.7903 -0.0002 -0.0028 0.0023
O -1.6121 3.063 20.3594 0.0005 -0.0009 0.0134
O 1.2227 9.4448 29.7514 -0.0039 0.0011 0.0133
O 1.7421 3.9099 22.9969 -0.0021 -0.0048 0.026
O 7.3349 -1.9173 28.8758 0.0088 -0.0065 0.0242
O 4.0768 -6.7587 15.9873 -0.0004 0.0002 0.0081
O -1.0492 -0.826 15.5376 -0.0054 -0.0038 0.0067
O 12.5611 -5.0744 18.7009 0.0046 0.0037 0.0229
O 7.9016 2.9212 25.8775 0.0112 0.0022 0.0349
O 8.824 6.7984 29.2746 -0.0074 0.0107 0.0189
O 10.6653 0.6202 28.9721 -0.0006 -0.0104 0.0312
O 0.0909 5.4001 14.0997 0.0019 0.0022 0.0074
O -2.1587 4.6633 27.6379 0.0034 0.0047 0.0222
O 5.4891 0.0919 14.1517 -0.0015 0.0032 0.0044
O 3.6962 1.7272 15.013 -0.0032 0.0046 0.0086
O 2.8629 8.2761 14.2831 0.001 -0.0004 0.0069
O 4.6753 6.5279 15.1579 0.0004 -0.0039 0.009
O 0.6928 2.1357 19.3272 -0.0052 -0.001 0.0244
O 11.4759 17.4923 20.9728 0.0007 0.0017 0.0123
O 10.4969 1.4397 14.5759 0.0036 -0.0064 0.0192
O 6.4765 4.6035 14.9853 -0.0079 0.0061 0.0157
O 6.9555 -3.598 18.8435 0.0017 0.0048 0.0104
O 28.4358 -10.337 21.8479 -0.0029 -0.0032 0.0204
O 10.7254 6.4538 17.0066 0.0046 -0.005 0.0082
O 16.6316 5.4438 17.4151 0.0084 0.0033 0.0151
O 9.1678 7.0647 14.9299 -0.0001 0.0014 0.0265
O -15.0154 -17.7152 23.678 0.007 -0.0048 0.0171
O 8.28 2.8413 14.131 0.0005 0.0035 0.0024
O 9.9068 6.0635 24.3276 0.0078 0.004 0.0246
O 4.3188 14.7594 22.6613 0.0038 0.0001 0.0102
O 13.6712 -5.7932 20.9109 0.0046 -0.0111 0.0133
O 6.3362 -7.8346 21.2268 -0.0003 0.0029 0.018
O 15.647 1.1672 20.1418 -0.0014 -0.0013 0.0293
O 8.1764 0.0493 17.3076 0.0005 0.0038 0.0053
O 16.9636 9.6345 26.5287 0.0055 -0.0046 0.0267
O 9.5608 11.4274 19.6095 0.0031 0.0043 0.0157
O 13.6139 13.251 21.1762 0.0021 0.002 0.0116
O -7.8723 6.341 24.1916 -0.0052 -0.0059 0.0189
O -0.1705 1.5592 21.8297 -0.0022 -0.0004 0.0328
O 18.3608 9.7823 19.4967 0.0011 -0.0046 0.013
O 28.945 1.4571 19.3083 -0.0075 0.0032 0.0157
O 5.6948 -0.8235 24.0242 -0.0024 -0.0046 0.0206
O 5.0057 7.5665 22.9608 -0.0071 0.0023 0.0133
O -7.4609 -15.6869 26.7965 0.0097 0.0052 0.0254
O -3.5963 -1.4146 15.2123 0.0064 -0.001 0.0158
O 24.5377 29.5428 20.3116 0.0017 0.0014 0.0109
O 0.3108 1.0615 16.9817 0.0022 0.0079 0.0232
O -1.5589 -2.9048 19.9431 0.0074 0.0009 0.0079
O -0.6539 -10.9738 26.4852 0.0002 0.0087 0.0284
O -6.9919 0.111 25.9051 -0.0004 0.0001 0.016
O 2.5791 -8.8627 24.7815 0.0007 -0.0069 0.0089
O -4.8649 5.5972 21.6603 0.0018 -0.0011 0.0021
O 7.5546 15.7192 19.4277 0.0061 -0.0033 0.0163
O -5.7194 -11.3248 28.7921 -0.0049 0.0121 0.0255
O 7.5218 -4.1376 23.4654 0.0033 -0.002 -0.0018
O -6.391 5.5616 29.0893 0.0061 -0.0061 0.0254
O 0.0919 2.5236 24.3644 0.0057 0.0019 0.0191
O 1.785 3.5212 14.8739 0.0059 -0.0026 0.017
O -2.1038 8.3554 17.1133 -0.0022 -0.0013 0.0106
O 3.6977 1.5603 29.7506 -0.0035 -0.0003 0.0166
O 2.7516 -3.3021 28.8547 -0.0082 0.0073 0.0197
O 11.9837 -4.0119 25.8534 0 -0.0001 0.009
O 3.9709 -2.353 25.1531 0.004 0.0051 0.0237
O -2.2512 2.2984 23.3713 -0.0025 -0.0002 0.0221
O -1.1819 7.7646 22.4521 -0.0023 -0.0054 0.0131
O 11.5156 -1.729 21.0836 -0.0013 -0.0012 0.0083
O -8.4219 -8.4157 17.2264 -0.005 0 0.0089
O 10.1909 2.4693 27.1833 -0.0012 0.001 0.0109
O -9.111 -6.5007 25.5397 0.0026 0.0053 0.0155
O 1.614 1.1125 27.0641 -0.0073 0.0012 0.0249
O 2.7916 10.4867 20.8709 0.0037 0 0.0102
O 8.2427 5.7944 17.0699 -0.0049 -0.0026 0.0214
O -1.909 5.3122 21.7462 0.0009 0.0074 0.0245
O 12.2849 10.3561 15.0503 -0.0025 0.005 0.0073
O -0.8763 0.1049 23.861 0.0055 -0.0087 0.0196
O 10.9901 5.5048 28.636 0.0057 -0.0081 0.0252
O 9.6015 6.9612 26.8125 -0.0038 -0.0093 0.0244
O -4.6254 -9.2622 24.2721 0.0043 0.0009 0.0133
O 2.6398 8.6192 22.7965 0.0055 -0.005 0.0192
O -6.6616 0.8405 22.6938 0.0077 -0.0054 0.0126
O 1.6273 3.6843 29.7624 -0.0011 -0.0019 0.0128
O 5.1626 7.8095 28.0331 -0.0001 -0.0001 0.0231
O 7.976 2.345 28.5375 -0.0055 0.0002 0.0322
O 1.4576 -0.423 24.9686 -0.0006 0.0016 0.0057
H 0.5219 2.1858 37.8446 0.2293 -0.3993 -0.2667
H 2.1653 0.5437 37.8446 -0.3611 0.175 -0.3136
H 3.254 4.9224 37.8188 0.3508 -0.2714 -0.2804
H 4.895 3.2765 37.8188 -0.3242 0.2435 -0.2893
H 0.5357 7.6254 37.8916 0.2073 -0.3313 -0.2366
H 2.1749 5.9794 37.8916 -0.4233 0.2038 -0.2227
H 4.8982 8.7036 37.9175 -0.3999 0.2158 -0.2319
H 3.2574 10.3493 37.9175 0.3033 -0.2652 -0.2382
H 5.975 2.1931 37.8878 0.2427 -0.3376 -0.2357
H 7.6162 0.5474 37.8878 -0.2718 0.3417 -0.2279
H 8.7093 4.9065 37.8915 0.1882 -0.364 -0.2529
H 10.3469 3.2579 37.8915 -0.3211 0.311 -0.2445
H 5.9763 7.6362 37.8525 0.2695 -0.338 -0.288
H 7.6272 6.0002 37.8525 -0.2576 0.2931 -0.2898
H 8.6808 10.3566 37.8231 0.2116 -0.4038 -0.2577
H 10.3318 8.7219 37.8231 -0.3153 0.2083 -0.2975
H -0.8216 3.5274 6.0114 0.2842 -0.2201 0.296
H 0.8125 1.8756 6.0114 -0.2772 0.4254 0.2463
H 1.8625 0.827 6.0097 0.389 -0.3092 0.2602
H 3.5148 -0.8066 6.0097 -0.1894 0.289 0.2741
H 0.7841 7.3578 5.973 -0.2042 0.256 0.288
H -0.8561 9.0027 5.973 0.4774 -0.2274 0.2409
H 1.8979 6.2386 5.9934 0.2789 -0.1737 0.307
H 3.5565 4.6111 5.9934 -0.3209 0.4234 0.2505
H 4.5947 3.5701 5.9794 0.3581 -0.3801 0.2496
H 6.2362 1.9247 5.9794 -0.189 0.2868 0.2888
H 8.9789 -0.8436 5.9879 -0.3352 0.3846 0.2423
H 7.3469 0.8109 5.9879 0.255 -0.213 0.3074
H 4.6252 8.9665 6.0247 0.277 -0.1941 0.2927
H 6.276 7.3306 6.0247 -0.326 0.3699 0.2508
H 8.968 4.6327 6.0009 -0.2023 0.3017 0.2921
H 7.3328 6.2837 6.0009 0.3962 -0.2947 0.2335

Results
free energy: -135126.285 eV
free energy less fixed offsets of H -15.71, O -570.45, Si -639.56 eV per atom: -2.045 eV

The program warned: the cutoff lies below the one the program advises for these potential files; the forces do not sum to zero within the program's tolerance; empty levels may hold ghost states of the PAW files; the exchange-correlation potential is rough where the density is thin.
